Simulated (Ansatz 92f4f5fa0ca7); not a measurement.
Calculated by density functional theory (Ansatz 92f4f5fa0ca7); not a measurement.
Periodic cell of 273 atoms, Si162O105P6, from a study of silicon, its oxide and their interface. The atomic structure is a simulated model.

Settings: functional PBE; potential files Ansatz PAW; basis plane waves; wave-function cutoff 700 eV; density cutoff ratio 5; exchange-correlation grid ratio 1; k mesh 2 x 2 x 1, shifted by 0.5 0.5 0.5 of a step; self-consistency stop 5e-08 eV per atom in the density residual; occupations fixed; spin none; net charge 0.

Cell vectors (angstrom)
a 11.6015 0 0
b 0 13.3963 0
c 0 0 30.6813

Atoms: element, x, y, z (angstrom)
Si 11.5112 0.1007 24.1414
Si 3.7907 0.1624 23.9881
Si 7.799 0.1569 23.8863
Si 1.6438 3.5265 23.9067
Si 5.7548 3.4813 23.8944
P 9.6403 3.4878 23.8808
P 11.507 6.8138 23.8687
Si 3.7905 6.85 23.9325
Si 7.7944 6.7776 23.9576
Si 1.8399 10.2195 24.0696
Si 5.8617 10.126 23.9129
P 9.6783 10.0864 23.8742
Si 11.406 2.3675 24.8615
Si 3.7371 2.4245 24.6735
Si 7.7703 2.4048 24.7307
Si 1.7848 5.767 24.721
Si 5.7698 5.7115 24.7077
Si 9.7156 5.626 24.7994
Si 11.4989 8.9636 24.7915
Si 3.8517 9.0735 24.7306
Si 7.8259 9.0381 24.7626
Si 1.8916 12.4302 24.8921
Si 5.8041 12.4239 24.6271
Si 9.6202 12.2277 24.7783
Si 11.5513 2.2891 27.1939
Si 3.8154 2.3102 27.0743
Si 7.6946 2.2846 27.1052
Si 1.9111 5.6338 27.1024
Si 5.7813 5.6282 27.0951
Si 9.6557 5.6251 27.1538
Si 11.5824 8.9754 27.1472
Si 3.8571 8.984 27.1131
Si 7.7247 8.9666 27.1306
Si 1.9225 12.3462 27.2202
Si 5.794 12.3322 27.0459
Si 9.6301 12.3178 27.1413
Si 1.9118 1.1864 27.933
Si 5.7535 1.16 27.8783
Si 9.6205 1.1552 27.9275
Si 11.5913 4.5173 27.9401
Si 3.8503 4.5183 27.9026
Si 7.7077 4.5038 27.9119
Si 1.9271 7.8579 27.9114
Si 5.7838 7.8478 27.9062
Si 9.6551 7.8543 27.9336
Si 11.576 11.2066 27.9291
Si 3.8779 11.2107 27.912
Si 7.7023 11.2013 27.9159
Si 1.9336 1.1164 30.2864
Si 5.8008 1.1164 30.2864
Si 9.6679 1.1164 30.2864
Si 0 4.4654 30.2864
Si 3.8672 4.4654 30.2864
Si 7.7343 4.4654 30.2864
Si 1.9336 7.8145 30.2864
Si 5.8008 7.8145 30.2864
Si 9.6679 7.8145 30.2864
Si 0 11.1635 30.2864
Si 3.8672 11.1635 30.2864
Si 7.7343 11.1635 30.2864
Si 0 0 0.3944
Si 3.8672 0 0.3944
Si 7.7343 0 0.3944
Si 1.9336 3.3491 0.3944
Si 5.8008 3.3491 0.3944
Si 9.6679 3.3491 0.3944
Si 0 6.6981 0.3944
Si 3.8672 6.6981 0.3944
Si 7.7343 6.6981 0.3944
Si 1.9336 10.0472 0.3944
Si 5.8008 10.0472 0.3944
Si 9.6679 10.0472 0.3944
Si 11.6138 -0.0179 2.7694
Si 3.8619 -0.0332 2.7549
Si 7.7767 -0.0163 2.7355
Si 1.9439 3.2858 2.7674
Si 5.7886 3.2908 2.7862
Si 9.6751 3.3017 2.7868
Si 11.6217 6.6235 2.7647
Si 3.8882 6.6512 2.7751
Si 7.7711 6.6303 2.7781
Si 1.9616 10.0145 2.7553
Si 5.8475 9.9716 2.7381
Si 9.6833 10.0149 2.7544
Si 11.6112 2.1966 3.6255
Si 3.855 2.1717 3.6184
Si 7.7339 2.1846 3.5951
Si 1.9615 5.5031 3.5491
Si 5.8262 5.5225 3.5768
Si 9.7013 5.5146 3.62
Si 11.6224 8.8683 3.4655
Si 3.905 8.8971 3.5375
Si 7.7841 8.8568 3.5644
Si 1.9323 12.2383 3.5577
Si 5.838 12.2313 3.3701
Si 9.6939 12.2459 3.5558
Si 11.5323 2.0767 6.0355
Si 3.8344 2.2042 6.024
Si 7.7945 2.1616 5.9817
Si 2.0495 5.3831 5.9148
Si 5.8583 5.3815 5.9481
Si 9.6525 5.4001 6.0259
Si 11.6465 8.784 5.7943
Si 3.9653 8.86 5.9026
Si 7.8344 8.816 5.9455
Si 1.9502 12.167 5.9359
Si 5.8812 12.2212 5.6655
Si 9.7071 12.305 5.9315
Si 1.8698 0.9509 6.8764
Si 5.7988 0.9641 6.6681
P 9.6463 1.0428 6.8792
Si 11.6789 4.2964 6.8943
P 3.9403 4.366 6.8502
P 7.7499 4.3112 6.8635
Si 2.0221 7.6786 6.5424
Si 5.8779 7.6877 6.7049
Si 9.7878 7.6654 6.7488
Si 11.5984 10.9958 6.6811
Si 3.9959 11.1652 6.5655
Si 7.7654 11.1051 6.6048
O 5.6642 0.4998 8.2777
O 2.0404 7.6923 8.1819
O 4.2429 11.5283 8.1814
O 5.7883 7.8432 8.3603
O 1.7192 0.7395 8.5422
O 11.8743 4.247 8.5715
O 7.6937 11.1037 8.2547
O 11.466 10.7065 8.3156
O 10.1242 7.726 8.3996
O 1.765 10.4889 22.4404
O 11.486 13.5463 22.4982
O 7.8999 6.6621 22.2949
O 5.8823 9.9244 22.2514
O 7.8984 0.364 22.2193
O 1.1906 3.6196 22.2952
O 3.7729 6.9372 22.2669
O 5.6944 3.46 22.2289
O 3.6287 0.277 22.328
Si 9.5675 7.0557 9.7964
Si 4.9305 12.6898 9.1227
Si 5.5108 13.0179 16.3092
Si 4.2942 2.2652 13.5356
Si 7.5261 7.2826 20.833
Si 7.354 12.9854 20.8836
Si 1.7482 7.6556 9.7596
Si 3.6242 2.1967 19.3356
Si 6.6919 3.9278 14.0144
Si 9.262 5.8612 13.9511
Si 11.5654 4.989 10.0046
Si 0.5152 5.8205 18.9051
Si 0.7375 2.9776 15.6518
Si 1.7964 0.7506 12.8408
Si 8.2716 9.3326 16.4993
Si 5.6662 5.6085 16.5403
Si 2.5904 6.3365 13.6983
Si 9.9437 8.5446 12.5754
Si 4.389 6.7452 20.7698
Si 1.9972 8.2654 19.3493
Si 10.1858 6.9205 16.7053
Si 0.7664 9.1182 16.6595
Si 6.8207 10.0876 20.9139
Si 7.809 5.0575 18.9194
Si 4.3327 7.3983 11.58
Si 4.1321 13.0845 20.887
Si 1.1116 3.2357 20.7114
Si 0.5301 10.6067 9.8029
Si 0.2889 4.3622 12.9376
Si 2.6635 5.3466 16.5867
Si 7.2634 10.9927 9.8161
Si 9.5093 0.0883 18.8705
Si 1.2882 9.1238 13.7026
Si 10.567 13.2209 14.0576
Si 9.6415 2.8772 17.4709
Si 8.0085 1.4731 15.2647
Si 2.1497 -0.094 9.8954
Si 6.5961 7.8773 9.7762
Si 10.4291 11.4154 16.5454
Si 5.5181 8.7344 15.7092
Si 9.6256 11.2392 11.7321
Si 0.1542 0.1695 20.9159
Si 4.0283 9.9596 13.1013
Si 5.5919 3.9089 20.6678
Si 6.0594 10.4521 18.0278
Si 3.2546 1.7267 16.3715
Si 4.3601 12.7516 13.5667
Si 2.0745 11.0302 20.9448
O 5.5089 7.1149 15.9281
O 9.1618 7.44 13.5011
O 3.7739 -0.0326 10.0491
O 0.2365 4.0092 11.3141
O 5.1042 9.467 17.1276
O 7.9619 7.0247 9.6671
O 3.6198 11.5385 20.7564
O 9.3374 0.7469 14.6475
O 1.6516 1.6006 15.9103
O 10.4337 13.0776 20.1276
O 7.0865 4.2457 20.1326
O 5.7442 7.0195 10.8772
O 2.3885 10.1111 13.0051
O 4.1412 0.4072 16.7497
O 9.3329 10.3963 15.8793
O 3.1395 7.3255 10.5019
O 2.7365 2.1453 12.9399
O 1.4761 9.5305 15.2661
O 5.1285 2.6649 19.7269
O 0.2998 0.6248 13.5241
O 8.9387 7.9299 17.0107
O 0.2034 3.1902 14.1011
O 7.9041 8.8675 20.7677
O 10.5633 5.2813 13.1638
O 0.4809 1.7288 20.484
O 1.7204 7.6239 13.2939
O 5.012 0.8116 13.1558
O 1.7857 9.7266 20.0249
O 0.8269 7.179 19.7909
O 5.3152 3.5149 13.1194
O 4.1991 5.1261 17.0841
O 5.9041 7.3086 20.6217
O 7.9801 0.1104 19.4634
O 10.7667 6.1012 18.003
O 5.8439 11.9966 17.5317
O 7.7475 11.4154 21.0689
O 5.0279 12.2394 14.9677
O 3.2549 2.5239 17.7887
O 11.0013 10.9493 10.9118
O 11.0673 3.1404 16.6781
O 9.9193 12.4069 12.8127
O 7.3836 2.4526 14.1284
O 4.0164 6.438 12.8809
O 0.3795 4.4543 19.8366
O 4.1042 2.4315 15.1623
O 6.1455 4.5702 15.3945
O 1.5133 0.5625 11.2411
O 1.705 11.7337 9.8399
O 11.5657 10.4402 17.232
O 2.7683 6.3882 15.3216
O 1.8566 4.1072 15.9401
O 8.4643 2.4959 16.4352
O 10.1079 7.9259 11.0685
O 7.8942 5.0038 13.5581
O 6.7464 5.5043 17.757
O 9.637 5.8602 15.5648
O 10.0041 5.4872 9.9626
O -0.2604 9.1391 13.2093
O 8.4558 11.6592 10.6958
O 4.5325 5.1457 20.4681
O 1.8042 5.7388 17.9006
O 1.1341 9.1224 10.1542
O 2.7308 13.0076 13.5789
O 6.9395 9.4285 10.1838
O 11.0545 12.2697 15.3015
O 9.9162 1.593 18.4212
O 11.4055 7.8698 16.195
O 0.8071 6.3828 10.1447
O 4.634 11.4182 12.6745
O 7.6216 10.0278 17.8189
O 4.5423 8.9564 11.9597
O 5.7436 13.1416 20.8047
O 2.6431 3.1279 20.2179
O 1.8621 8.5961 17.7434
O 4.5345 9.2882 14.5287
O 7.0891 9.1113 15.3877
O 9.7456 12.4217 17.6434
O 3.4922 0.6124 19.699
O 3.4415 7.5789 19.7274
O 1.7373 5.0634 13.1812
O 5.8161 10.252 19.6226
O 9.0501 9.8991 12.481
O 1.2216 12.3752 20.569
O 5.9807 11.9471 10.1012
O 9.0296 4.135 18.3305
O 6.8623 0.4837 15.9166
O 8.3072 6.4438 19.6609

Results
free energy: -167260.089 eV
free energy less fixed offsets of O -569.03, P -756.45, Si -635.61 eV per atom: -4.419 eV

Forces (eV/angstrom), in the order of the atoms: element, x, y, z
Si -0.0763 -0.0058 -0.0268
Si -0.0227 -0.0079 -0.0491
Si 0.0479 0.0196 -0.0488
Si -0.0375 -0.0062 -0.0597
Si -0.0168 -0.0606 -0.0534
P 0.0365 -0.0376 0.0105
P -0.0451 -0.018 -0.0125
Si 0.0149 -0.0198 -0.0631
Si 0.0374 -0.0103 -0.058
Si 0.0055 -0.0177 -0.0665
Si -0.0341 -0.0141 -0.0533
P 0.0314 -0.0276 -0.0089
Si -0.0346 0.0003 -0.0255
Si -0.0243 0.0331 0.0045
Si 0.0201 -0.0019 -0.0137
Si 0.0035 -0.008 -0.0004
Si -0.0098 0.0356 -0.0002
Si 0.0198 0.022 -0.0088
Si -0.032 0.0218 -0.0091
Si -0.0031 0.0418 0.0044
Si 0.0227 0 0.0053
Si 0.0067 -0.0009 -0.0289
Si 0.0112 -0.0165 0.0322
Si 0.0018 0.0358 0.0025
Si 0.0228 0.0012 -0.0037
Si 0.0063 0.0068 -0.0417
Si -0.0067 -0.0032 -0.005
Si 0.0185 0.0107 -0.0074
Si 0.0053 0.0149 -0.0315
Si -0.0173 -0.0109 -0.0067
Si 0.0207 -0.0156 -0.0067
Si -0.0027 0.0192 -0.0452
Si -0.0137 0.0075 -0.0065
Si -0.0093 0.0032 -0.0068
Si 0.0012 0.0218 -0.0316
Si -0.0072 0.0024 -0.0176
Si -0.0172 0.0087 0.011
Si 0.0292 0.0024 0.03
Si -0.013 0.0058 -0.0167
Si -0.0064 0.0031 -0.018
Si -0.0439 -0.0073 0.0199
Si 0.033 0.003 0.0165
Si -0.0378 -0.0125 0.027
Si 0.04 0.0047 0.02
Si -0.0037 -0.0009 -0.0124
Si -0.0054 0.0128 -0.0006
Si 0.0185 -0.0023 0.0064
Si -0.0094 -0.0065 0.0083
Si 0.0327 0.17 0.0392
Si -0.0875 0.0629 -0.2504
Si -0.1382 0.0174 0.002
Si 0.0233 0.1468 0.1454
Si -0.0143 0.087 -0.0866
Si -0.0633 0.084 -0.0111
Si 0.0286 0.0551 -0.0185
Si -0.0481 0.0748 -0.1056
Si -0.0359 0.0552 0.1316
Si -0.0672 0.0442 0.1047
Si 0.0851 0.0667 -0.0205
Si -0.1094 0.0589 -0.0435
Si 0.032 0.0068 0.0252
Si -0.0993 0.0236 -0.0614
Si 0.1875 0.0347 -0.2158
Si -0.0172 -0.1753 0.0771
Si -0.0317 -0.1099 0.1468
Si 0.0404 -0.0893 0.1444
Si -0.0105 -0.2012 0.0367
Si 0.0344 -0.0711 0.0992
Si 0.0886 -0.1161 0.1154
Si 0.0552 -0.0308 -0.0878
Si 0.1031 -0.1881 -0.1583
Si -0.0167 -0.0281 -0.0558
Si 0.0039 0.0134 -0.0147
Si -0.0183 -0.0027 0.0071
Si 0.0154 -0.0087 0.0022
Si -0.0427 0.0028 -0.0034
Si 0.0493 0.0207 -0.0198
Si 0.0013 -0.0052 0.0169
Si -0.0095 -0.0045 -0.029
Si 0.0468 0.0097 -0.0093
Si -0.032 0.0007 -0.0028
Si 0.0128 -0.0034 -0.009
Si 0.0002 -0.0036 0.0012
Si -0.0095 -0.0027 0.0027
Si 0.0272 -0.0144 0.0017
Si 0.0018 -0.0089 0.0354
Si -0.0201 0.0166 0.0054
Si -0.0282 -0.0101 0.0347
Si -0.0092 0.0081 -0.011
Si 0.0197 -0.0046 0.0213
Si -0.0077 -0.0054 0.0032
Si -0.0059 -0.0127 0.0194
Si 0.0153 -0.0199 0.0203
Si -0.0101 -0.016 0.0285
Si 0.0129 -0.0126 0.002
Si -0.0018 -0.0114 0.0301
Si -0.0064 0.0041 0.0021
Si -0.012 -0.0329 0.0155
Si 0.0092 -0.0215 0.0106
Si 0.0138 0.0031 0.0088
Si 0.0057 0.0211 0.0136
Si -0.0035 -0.0331 0.0091
Si -0.0145 0.0318 0.0308
Si 0.0043 -0.0053 -0.0108
Si 0.0211 0.0098 -0.0232
Si -0.0005 -0.023 -0.0253
Si 0.0198 -0.0084 0.0362
Si -0.025 -0.019 -0.0125
Si 0.0278 0.0028 0.0644
Si -0.0178 -0.0105 0.0807
P -0.0123 0.0196 -0.009
Si -0.0008 0.0111 0.0821
P -0.0102 0.0107 0.0307
P 0.0001 0.0236 0.0392
Si 0.0292 -0.0025 0.0366
Si -0.0342 -0.0131 0.0461
Si 0.0293 0.0168 0.0556
Si -0.035 -0.0122 0.0606
Si 0.0201 0.0303 0.0423
Si 0.028 -0.0055 0.0428
O -0.0045 -0.012 -0.0145
O -0.0132 -0.0116 -0.0201
O -0.0188 0.0049 0.0133
O 0.0298 -0.0083 0.007
O 0.0294 -0.017 -0.0066
O -0.0208 0.001 -0.004
O -0.0099 -0.0092 -0.0153
O 0.0228 -0.0055 -0.0106
O -0.0346 -0.0223 -0.0086
O 0.0167 0.0224 0.0112
O 0.0169 0.0102 0.0105
O -0.0309 0.0245 -0.0059
O 0.0236 0.0218 -0.011
O -0.0164 -0.0072 0.0127
O 0.0376 0.0053 -0.026
O 0.0199 0.0094 -0.0065
O 0.006 0.0348 -0.0108
O 0.022 -0.0034 -0.0025
Si -0.0114 -0.0127 0.0076
Si -0.0036 -0.0045 -0.0012
Si 0.0013 -0.0031 0.0031
Si 0.004 0.0045 0.0005
Si 0.0039 0.0101 -0.0052
Si -0.0036 -0.005 -0.0047
Si -0.0018 0.0063 0.0211
Si -0.0003 -0.001 -0.0034
Si 0.0005 -0.0001 -0.0021
Si -0.0018 0.0008 0.0008
Si -0.0077 -0.0033 0.0071
Si -0.0045 -0.0016 0.0019
Si -0.0032 -0.003 -0.0016
Si -0.0058 -0.0001 -0.001
Si 0.0004 0.0011 -0.002
Si 0.0002 -0.001 0.0009
Si 0.0062 -0.0005 -0.0006
Si -0.0056 0.0024 0.0034
Si -0.0035 0.0023 -0.0024
Si 0.0049 0.0006 -0.0032
Si -0.0033 -0.0053 -0.0004
Si 0.0063 0.0029 0.0002
Si 0.0032 0.0047 0.0038
Si 0.0054 0.0007 0.0006
Si 0.009 -0.0056 0.0007
Si 0.005 -0.0065 -0.0035
Si 0.0025 0.0025 0.0071
Si 0.0043 0.002 0.0043
Si -0.0009 -0.006 -0.0014
Si 0.0022 0.0032 0.0002
Si -0.0052 -0.0011 0.0147
Si -0.005 -0.0015 -0.0056
Si 0.0006 0.0068 0.0001
Si 0.0013 0.0004 0.0006
Si 0.0006 0.0028 0.0013
Si -0.002 0.0005 -0.0001
Si 0.0009 -0.0094 0.0041
Si 0.0023 -0.0048 0.0032
Si 0.0012 0.0025 -0.0023
Si -0.0015 -0.0008 -0.0015
Si -0.003 0.0022 0.003
Si 0.0116 0.0033 -0.0151
Si 0.0022 0.0028 -0.0022
Si 0.001 0.0053 -0.0037
Si -0.0031 0.0026 0.0046
Si -0.0022 -0.0001 0.0046
Si 0.003 -0.0054 -0.0011
Si 0.004 0.0046 -0.0035
O 0.0095 -0.0004 0.0154
O 0.0161 -0.0063 -0.0097
O -0.0123 -0.0112 -0.029
O -0.002 0.0295 -0.009
O 0.0367 0.0034 -0.0157
O 0.0109 0.0251 -0.0001
O -0.0096 0.0212 0.0112
O -0.0023 0.001 0.0016
O 0.0193 0.0137 0.0065
O -0.0049 0.0147 -0.0102
O -0.0108 0.009 -0.0103
O -0.0178 0.0096 -0.0092
O 0.0237 -0.0158 -0.0079
O 0.0079 -0.0028 -0.0031
O 0.0013 -0.0017 0.0254
O 0.0082 0.0083 0.0143
O 0.0185 -0.0242 0.0088
O -0.0122 -0.0099 0.0066
O -0.0218 0.0048 0.0092
O -0.008 -0.0173 -0.0048
O 0.009 0.0116 -0.0172
O 0.0035 0.0131 0.0198
O -0.0203 -0.0062 0.0045
O -0.0051 -0.0036 0.0131
O 0.0018 0.0055 0.0166
O 0.0197 -0.0016 0.0067
O -0.0285 0.0106 0.0229
O 0.0083 -0.0072 0.0051
O 0.0171 0.0015 -0.0238
O -0.0026 -0.0072 0.0174
O 0.012 0.0202 -0.0153
O -0.0015 -0.0094 0.0113
O 0.0124 -0.0075 0.0169
O 0.0221 0.0034 -0.0066
O 0.0026 -0.0168 -0.0144
O -0.0321 0.0102 -0.0067
O 0.0092 0.0249 0.0088
O 0.0015 -0.0155 0.0073
O -0.01 0.001 -0.0091
O 0.0002 -0.0006 -0.012
O 0.0081 -0.0072 0.0011
O 0.0063 0.0027 0.0124
O -0.0219 0.014 -0.012
O 0.019 0.0068 0.0005
O -0.0146 -0.0226 -0.0154
O -0.0008 0.0096 -0.0006
O 0.0169 -0.004 -0.0059
O -0.0163 0.0134 0.0043
O -0.0053 -0.008 -0.0257
O -0.0051 -0.0115 -0.0194
O -0.0203 -0.0021 0.005
O 0.0197 -0.0143 0.0005
O -0.022 0.003 0.0025
O 0.012 -0.0033 0.0098
O 0.0012 -0.0086 0.0034
O 0.0061 0.0174 -0.0073
O 0.0266 0.0188 -0.0016
O -0.0003 -0.0093 0.0087
O 0.0109 -0.0156 -0.0001
O 0.0191 -0.0061 0.0161
O -0.0163 -0.0075 0.0071
O 0.0026 0.0014 -0.0165
O 0.014 0.0184 -0.0106
O 0.0078 0.0016 -0.0235
O -0.0231 0.0033 0.0021
O -0.0167 -0.0037 -0.0091
O -0.0095 -0.0006 0.0199
O -0.0033 -0.0123 -0.0166
O -0.0209 -0.0034 0.0016
O -0.0178 -0.0037 -0.0291
O -0.0222 -0.0037 0.0186
O -0.0016 -0.004 0.0005
O -0.0102 -0.0142 -0.004
O -0.0285 0.0023 0.0006
O 0.0081 -0.0006 0.0041
O -0.0112 -0.0011 0.033
O 0.0104 -0.0011 0.0002
O 0.0161 0.0183 0.0189
O -0.0172 -0.0027 0.0124
O 0.0006 0.0074 0.0005
O 0.0215 0.0002 0.0032
O 0.0161 0.0004 -0.0208
O -0.0013 -0.0099 0.0152
O 0.0069 -0.0028 -0.0346
O -0.0128 0.0015 0.0026
O -0.0007 0.0021 -0.0057
O -0.0212 0.0035 0.0138

The program warned: the cutoff lies below the one the program advises for these potential files; the exchange-correlation potential is rough where the density is thin.
